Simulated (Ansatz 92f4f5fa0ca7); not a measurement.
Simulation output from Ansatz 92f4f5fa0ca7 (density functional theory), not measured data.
Periodic cell of 224 atoms, Si133O90H1, from a study of silicon, its oxide and their interface. The atomic structure is a simulated model.
Doubt: the cutoff is far below the 930 eV that the study's wrapper takes by default for these files, so forces and energies are approximate.

Settings: functional PBE; potential files Ansatz PAW; basis plane waves; wave-function cutoff 580 eV; density cutoff ratio 5; exchange-correlation grid ratio 1; k mesh 1 x 1 x 1, Gamma-centred; self-consistency stop 5e-08 eV per atom in the density residual; occupations fixed; spin none; net charge +1 e, with a uniform compensating background and no finite-size correction.

Cell vectors (angstrom)
a  10.938  0  0
b  0  10.938  0
c  0  0  32.495

Atoms and the computed forces on them: element, x, y, z (angstrom), force x, y, z (eV/angstrom)
Si  0.2791  -0.1766  25.0388  -0.0137  0.038  -0.0034
Si  5.1881  0.4877  25.0394  0.0545  -0.1019  0.0471
Si  2.8792  2.6554  25.1255  -0.1124  0.1235  -0.0072
Si  7.925  2.9924  25.0212  0.01  0.0068  -0.0211
Si  -0.221  5.7716  25.0182  -0.0027  -0.0066  -0.0187
Si  5.7177  5.2572  25.0367  -0.0031  0.0247  -0.0191
Si  2.5001  8.5158  24.9862  0.0254  -0.0326  -0.0404
Si  8.4639  8.009  24.9379  -0.0206  0.0228  -0.037
Si  1.3742  1.3925  26.4068  -0.0564  0.0377  -0.0165
Si  6.8092  1.4635  26.4157  0.0265  -0.0267  0.0071
Si  4.1158  4.1777  26.3993  -0.0324  0.0276  0.0014
Si  9.5594  4.147  26.2994  0.0212  -0.0178  -0.0198
Si  1.359  6.9255  26.3406  0.0251  -0.0362  -0.0046
Si  6.8763  6.8742  26.3007  -0.0267  0.0104  -0.0113
Si  4.1206  9.6573  26.2661  0.0437  -0.0066  -0.0425
Si  9.5789  9.6038  26.2966  -0.0347  0.0129  0.0025
Si  2.7504  0.0066  27.7234  0.0036  -0.0331  0.0685
Si  8.1916  0.0129  27.6843  -0.0019  0.0051  0.0019
Si  -0.0363  2.7592  27.6967  -0.0094  0.0169  0.0025
Si  5.4299  2.7795  27.7713  0.0146  0.0067  0.0266
Si  2.705  5.5218  27.7079  -0.0079  0.0193  -0.0111
Si  8.1972  5.4872  27.7079  0.0194  -0.0094  0.0279
Si  -0.0316  8.2391  27.7216  0.0043  -0.0056  0.0229
Si  5.4604  8.2283  27.651  -0.0106  0.0216  -0.0011
Si  4.1018  1.3673  29.0768  -0.0737  0.0036  0.3713
Si  9.5708  1.3673  29.0768  -0.1169  0.0345  -0.0797
Si  1.3673  4.1018  29.0768  -0.1008  0.0814  -0.1431
Si  6.8362  4.1018  29.0768  0.0681  0.2502  0.2631
Si  4.1018  6.8362  29.0768  0.0522  0.2782  -0.1654
Si  9.5708  6.8362  29.0768  -0.0245  0.0404  0.1062
Si  1.3673  9.5708  29.0768  0.0284  0.0738  0.0949
Si  6.8362  9.5708  29.0768  -0.0594  -0.0161  -0.2538
Si  0  0  30.444  0.0811  -0.0074  -0.0362
Si  5.469  0  30.444  -0.0039  -0.0123  -0.0093
Si  2.7345  2.7345  30.444  0.0389  -0.0659  -0.02
Si  8.2035  2.7345  30.444  -0.017  -0.0111  -0.0235
Si  0  5.469  30.444  -0.0153  0.0129  -0.0064
Si  5.469  5.469  30.444  0.1003  0.0026  -0.0256
Si  2.7345  8.2035  30.444  0.0282  0.0106  -0.0204
Si  8.2035  8.2035  30.444  0.0102  -0.0559  -0.0322
Si  1.3673  1.3673  31.8113  -0.0562  0.0371  0.0107
Si  6.8362  1.3673  31.8113  0.0178  0.0379  0.0224
Si  4.1018  4.1018  31.8113  -0.0463  0.0323  -0.0265
Si  9.5708  4.1018  31.8113  0.0023  -0.0139  -0.0149
Si  1.3673  6.8362  31.8113  0.0523  0.0518  0.0064
Si  6.8362  6.8362  31.8113  -0.045  0.0282  -0.0037
Si  4.1018  9.5708  31.8113  -0.0338  0.0092  -0.0368
Si  9.5708  9.5708  31.8113  -0.0215  0.0355  -0.0195
Si  2.7345  0  0.6835  0.034  -0.0163  0.0157
Si  8.2035  0  0.6835  0.0199  -0.096  0.015
Si  0  2.7345  0.6835  -0.0245  0.0117  -0.0016
Si  5.469  2.7345  0.6835  0.0108  -0.0247  -0.0099
Si  2.7345  5.469  0.6835  0.0571  -0.0625  0.0331
Si  8.2035  5.469  0.6835  -0.0062  0.048  0.0164
Si  0  8.2035  0.6835  -0.0217  -0.0461  -0.0081
Si  5.469  8.2035  0.6835  0.0075  -0.0001  0.0231
Si  4.1018  1.3673  2.0507  0.0111  0.0335  0.0445
Si  9.5708  1.3673  2.0507  0.1019  0.0981  0.0361
Si  1.3673  4.1018  2.0507  -0.0865  -0.03  -0.0013
Si  6.8362  4.1018  2.0507  -0.1228  -0.118  0.0305
Si  4.1018  6.8362  2.0507  -0.1133  0.0327  -0.0465
Si  9.5708  6.8362  2.0507  -0.0123  0.0945  0.0177
Si  1.3673  9.5708  2.0507  -0.0092  -0.0225  0.0301
Si  6.8362  9.5708  2.0507  -0.0156  -0.0058  0.0003
Si  0  0  3.418  0.0234  0.1755  0.2223
Si  5.469  0  3.418  0.3291  0.1694  -0.2935
Si  2.7345  2.7345  3.418  -0.2079  -0.154  -0.1547
Si  8.2035  2.7345  3.418  0.0423  0.096  0.3165
Si  0  5.469  3.418  -0.1242  -0.2527  0.1739
Si  5.469  5.469  3.418  -0.1038  -0.1721  0.31
Si  2.7345  8.2035  3.418  -0.3185  -0.4813  -0.4216
Si  8.2035  8.2035  3.418  0.2116  -0.0359  -0.1499
Si  1.3927  1.3923  4.8403  0.0213  0.048  0.0013
Si  6.8452  1.3543  4.8096  -0.0291  0.0279  -0.0295
Si  3.964  4.1298  4.8044  0.0154  -0.0725  -0.0837
Si  9.5881  4.0713  4.8604  0.0221  -0.0127  0.0145
Si  1.346  6.8205  4.7925  0.0066  -0.0083  -0.054
Si  6.9347  6.7548  4.7699  0.0016  0.0489  -0.1092
Si  4.1535  9.4998  4.6676  0.0162  0.0078  0.0053
Si  9.5374  9.6113  4.7847  -0.0058  0.0161  -0.1846
Si  2.7759  -0.1952  6.0271  -0.0122  -0.1108  -0.0552
Si  8.1683  -0.0129  6.2378  -0.004  -0.0045  0.0541
Si  -0.0412  2.6811  6.3198  -0.0439  -0.0131  0.0239
Si  5.4065  2.7348  6.0952  -0.0299  -0.0162  -0.0037
Si  2.5135  5.3817  6.2643  -0.02  0.055  0.0948
Si  8.257  5.4373  6.2978  -0.0005  -0.0608  -0.0009
Si  -0.059  8.1847  6.0846  0.0528  0.0169  0.1253
Si  5.4725  8.1166  5.9642  0.0109  0.0177  0.0131
Si  4.0971  1.1732  7.3118  -0.7317  0.2512  0.1564
Si  9.884  0.9428  7.605  0.0787  0.0728  -0.1349
Si  0.9572  4.2216  7.8479  0.1275  -0.2181  -0.1613
Si  6.5119  4.3075  7.4348  -0.0367  0.0194  -0.0905
Si  4.3028  6.5487  7.2138  0.0107  -0.021  -0.0126
Si  9.2524  7.2478  7.5147  0.1946  -0.1573  -0.1043
Si  1.2399  9.6298  7.413  -0.0401  0.0564  -0.0157
Si  6.888  9.315  7.3987  -0.3275  0.2384  -0.3132
O  9.5895  6.8741  24.5289  0.032  -0.0312  -0.0047
O  3.9829  1.5383  24.6701  0.0274  -0.0589  -0.0562
O  7.9725  8.1983  7.8406  -0.0042  -0.0297  -0.0302
O  3.0289  1.4275  8.5522  0.6138  -0.1563  -0.4925
O  6.8043  4.1131  24.521  0.0248  -0.0206  -0.0024
O  1.3595  9.6219  24.4935  0.034  -0.0143  0.0035
O  5.4264  5.489  7.7892  0.014  -0.0209  -0.0083
O  0.171  -0.1302  7.76  0.0292  -0.0762  -0.0312
O  6.8018  3.4972  8.8456  -0.052  -0.2455  0.187
O  6.1742  9.8372  8.7843  0.0096  0.0754  0.296
O  9.8937  7.3393  9.039  0.0558  -0.0519  0.0886
O  1.864  9.1277  8.8564  0.037  -0.0241  0.0498
O  5.5661  1.2074  9.5755  -0.0418  -0.2921  0.1926
O  1.7703  3.5861  9.111  0.0833  -0.0454  0.0984
O  9.6123  1.2498  9.1813  -0.055  0.0096  0.1033
O  3.8119  7.414  8.4905  -0.0014  0.0272  -0.001
O  7.872  8.593  23.5182  0.0113  -0.0398  0.0694
O  8.4796  2.2163  23.688  -0.0243  0.0384  0.0254
O  5.0353  5.9205  23.7033  0.0173  -0.0084  0.0017
O  2.2585  3.3027  23.7497  0.0147  -0.0306  0.0111
O  10.6113  0.6268  23.7446  0.0314  -0.0118  0.0014
O  0.4112  5.1835  23.6243  -0.0236  0.0183  0.0189
O  3.1771  7.8477  23.644  -0.0236  0.0418  0.0368
O  5.5043  14.1299  19.2537  0.0197  0.0139  0.0152
Si  11.3915  2.4065  20.8736  0.0274  -0.0323  0.0104
Si  7.8331  9.4079  22.1035  -0.0038  0.0198  -0.0223
Si  2.297  5.2273  13.598  0.0391  -0.0224  -0.0213
Si  12.2509  7.4169  16.8913  0.0066  -0.0133  -0.0037
Si  -0.0577  -4.648  9.7689  0.0057  0.0577  0.1522
Si  10.9287  8.9505  14.8205  0.0036  -0.0152  -0.0327
Si  -1.4061  -4.9537  17.7765  -0.0048  0.0085  -0.0187
Si  1.6212  4.4704  22.8026  -0.025  -0.0169  0.0082
Si  4.6316  10.9645  17.0454  -0.0383  0.018  0.0307
Si  6.8633  5.8965  16.3559  0.0252  -0.0098  -0.0101
Si  5.7602  2.7937  9.9074  0.1837  1.2058  0.3628
Si  2.7836  9.2626  18.7335  0.03  0.04  0.0166
Si  7.8074  3.6449  11.7897  0.062  0.0203  0.0177
Si  9.0955  1.1114  10.7177  0.2038  0.0592  0.0773
Si  9.0776  1.6182  15.9607  0.0405  -0.0038  0.001
Si  2.6119  4.7272  16.6344  -0.0019  0.0109  -0.0265
Si  -3.8925  3.4668  14.6718  -0.0241  0.0425  -0.0203
Si  6.2654  10.7559  10.1292  0.2654  -0.6831  0.5735
Si  16.0214  4.5289  18.4355  -0.0019  0.0009  -0.0072
Si  4.9523  7.2182  19.9061  0.0113  0.0012  -0.0299
Si  -1.5451  1.1884  22.8144  -0.0155  0.011  -0.0182
Si  2.1848  2.4064  12.6091  0.0348  0.1018  0.0105
Si  5.4482  10.9881  22.0124  -0.0232  0.0038  -0.0525
Si  0.1175  6.9957  12.7783  0.0057  0.0111  0.021
Si  13.8221  2.597  9.7033  -0.3026  -0.0766  -0.2041
Si  10.9373  3.2674  17.8522  0.0178  -0.0031  -0.03
Si  8.078  7.9929  19.4546  -0.0058  -0.0138  0.0024
Si  -6.3106  1.5155  14.4133  0.0011  0.0275  0.0343
Si  -2.2437  -1.2394  16.7856  -0.0293  0.0053  -0.0372
Si  2.9021  7.9326  12.4153  -0.0105  -0.0332  0.0065
Si  -5.7906  1.6411  19.5375  -0.0264  -0.009  0.0274
Si  -0.316  0.7019  13.354  0.0096  -0.0164  0.0067
Si  3.8878  6.6434  22.799  0.008  0.0054  0.0283
Si  2.7548  0.4339  20.7927  -0.0055  0.0032  -0.0037
Si  13.5646  7.8241  9.4861  -0.0075  0.0429  0.0423
Si  6.2423  8.6884  15.4171  0.0293  0.0103  0.0124
Si  5.1213  -1.1519  12.9381  -0.026  -0.04  0.0624
O  6.3993  5.076  17.6712  0.0348  0.0183  -0.0029
O  -0.5185  -4.5992  11.3771  -0.0445  -0.0489  -0.0809
O  6.6843  4.9993  15.0306  0.0038  -0.0718  -0.0108
O  2.2115  10.0399  20.0382  0.0087  0.0112  -0.0018
O  -0.2198  4.9764  8.7663  -0.1353  0.1063  -0.055
O  1.0121  3.8336  21.4375  0.0246  0.025  0.0209
O  1.5264  6.6335  9.6708  -0.0107  -0.0101  0.0116
O  -5.5878  0.2822  13.6478  0.0605  -0.0853  -0.0311
O  14.188  6.4888  13.1291  0.0071  0.0304  0.017
O  8.5107  11.3125  16.8514  0.0172  0.0101  0.0052
O  5.3741  9.7636  16.2602  0.0678  -0.0916  -0.0415
O  -1.4512  1.1534  14.4395  0.0059  0.0015  -0.0059
O  2.3415  4.0268  12.4921  0.0124  0.0155  -0.0092
O  5.9881  8.6934  13.7958  -0.0185  0.0338  -0.0329
O  2.7241  4.5568  15.0105  0.003  0.0047  0.016
O  6.3339  3.0252  11.4059  -0.1599  -0.1006  -0.2831
O  3.2547  1.8026  13.6327  0.0477  -0.0225  0.019
O  14.8854  4.1408  17.337  -0.0265  -0.0026  -0.0145
O  -3.0794  13.6384  15.857  0.0024  0.0052  0.0202
O  0.7431  5.7535  13.6331  -0.0483  0.0374  0.0137
O  7.7956  9.0821  15.5866  -0.0189  0.0094  0.0379
O  0.318  2.4927  19.253  -0.0018  0.0011  0.0007
O  4.5707  5.699  19.4383  -0.0167  0.0023  0.0146
O  7.8403  5.1683  11.2373  0.1586  0.1201  0.0298
O  10.8644  6.6446  17.1531  0.0107  0.0091  0.0155
O  2.7558  5.5514  22.3787  0.0063  0.0077  -0.0282
O  9.0185  6.6952  19.1501  0.0064  0.005  -0.0036
O  1.2799  8.0489  12.3182  -0.0072  0.021  0.0252
O  -5.4097  0.669  18.2657  0.0282  -0.0169  -0.0111
O  7.7502  0.1924  10.6712  -0.2845  -0.0215  -0.1784
O  11.3172  -0.6534  13.955  0.0067  0.0266  0.0175
O  4.2643  3.4508  9.7894  0.4814  -0.1756  0.069
O  4.0409  8.3086  19.1182  0.0211  -0.0018  0.0116
O  8.4371  6.2183  16.5896  0.003  -0.0079  0.0149
O  1.3495  3.9094  17.2235  0.0132  -0.0021  0.0219
O  -0.8149  7.8953  13.7895  0.0103  -0.0211  0.008
O  5.6252  2.7742  14.3335  0.0549  0.0274  0.019
O  2.5219  6.3296  16.909  0.0068  -0.0099  0.0215
O  9.8206  4.4239  18.1241  -0.0006  0.0009  0.0169
O  4.2835  1.1874  15.9637  -0.0246  0.0268  -0.0123
O  3.4135  8.0265  10.8766  0.0099  -0.0015  -0.0692
O  3.5759  -1.6934  13.1005  0.0502  0.0085  0.0047
O  8.5411  10.8586  22.2799  0.015  0.0196  -0.0139
O  -2.9123  3.5206  13.3847  -0.0152  -0.0088  -0.0613
O  9.9552  2.0339  21.5433  -0.0299  -0.0218  0.0306
O  8.5567  8.5887  20.8965  0.0039  0.0009  0.0017
O  -5.0293  1.1974  20.9243  0.0074  -0.0225  0.0275
O  5.5256  -0.9725  11.3586  0.0594  0.2105  -0.2729
O  1.3148  8.1656  15.4168  -0.0109  0.0191  0.001
O  2.4538  1.8723  11.082  0.0028  -0.0856  -0.0979
O  6.5092  7.5494  19.5481  0.0275  0.0004  -0.0047
O  1.5397  -2.5013  18.1246  -0.0507  -0.0426  -0.0209
O  1.4724  12.1639  21.3665  -0.0035  0.01  -0.0074
O  8.9314  2.6744  11.1249  -0.0737  0.0014  0.0462
O  3.2432  -0.5773  17.6238  -0.0036  0.0127  0.0114
O  8.3297  -1.8566  18.247  0.0111  0.0162  -0.0014
O  10.1859  -1.5702  16.2135  0.02  -0.0093  0.005
O  -0.5699  2.2312  16.7335  -0.0273  -0.0166  0.0017
O  0.737  1.9284  13.1393  -0.1711  -0.0505  0.1173
O  6.2743  -1.3089  21.6378  -0.014  -0.0076  -0.021
O  15.5483  7.2745  21.4966  -0.0127  -0.0076  0.0264
O  5.888  0.2879  23.5656  0.0395  -0.0032  -0.0027
O  -4.9663  7.2305  16.088  -0.0082  0.038  0.0147
O  3.5368  1.4728  19.7945  -0.0074  0.0003  -0.0005
O  3.8175  -0.0786  21.9381  0.0105  -0.0079  0.0022
O  10.0273  0.3836  11.8512  -0.0821  0.0333  -0.0726
H  8.6065  5.7253  11.4826  -0.0809  -0.0924  -0.0811

Results
free energy: -135756.840 eV
free energy less fixed offsets of H -15.97, O -568.88, Si -635.61 eV per atom: -5.540 eV

The program warned: the cutoff lies below the one the program advises for these potential files; the exchange-correlation potential is rough where the density is thin.
